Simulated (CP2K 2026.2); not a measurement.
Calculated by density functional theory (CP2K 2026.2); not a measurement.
Periodic cell of 508 atoms, Si360O148, from a study of silicon, its oxide and their interface. The atomic structure is a simulated model.
Doubt: the forces sum to 2.56 eV/angstrom along one axis rather than to zero, so they err by at least 0.0050 eV/angstrom per atom on average; the grid cutoff is modest.

Settings: functional PBE; method Gaussian and plane waves; basis set DZVP-MOLOPT-SR-GTH; pseudopotentials GTH-PBE; grid cutoff 300 Ry, relative cutoff 40 Ry; k points Gamma only; occupations fixed; spin none; net charge 0.

Cell vectors (angstrom)
a	16.32	0	0
b	0	16.32	0
c	-5.3907	5.0845	33.9592

Atoms and the computed forces on them: element, x, y, z (angstrom), force x, y, z (eV/angstrom)
Si	-2.822	-2.816	-2.078	0.045	0.1	0.695
Si	-1.167	-6.795	-5.733	0.01	-0.071	0.039
Si	-4.032	-0.698	-4.094	0.015	0.052	0.01
Si	-5.208	2.804	-7.46	-0.039	0.021	-0.008
Si	-7.114	5.87	-4.108	0.195	0.012	0.068
Si	3.584	-6.559	-5.066	0.075	0.051	-0.061
Si	0.503	-2.073	-5.531	0.01	-0.079	0.015
Si	-2.777	3.387	-2.74	-0.022	-0.134	0.092
Si	2.657	2.482	-2.032	0.167	0.15	0.535
Si	4.87	6.319	-2.889	-0.022	0.039	0.104
Si	-3.369	8.068	-7.115	0.09	0.015	-0.034
Si	-1.504	5.753	-8.131	0.071	0.101	0.062
Si	-8.692	-3.794	-4.369	-0.066	-0.013	0.025
Si	-5.868	-0.045	-1.818	0.455	0.054	0.506
Si	3.44	-0.06	-3.604	0.01	0.038	0.06
Si	-6.246	-8.109	-6.02	0.066	0.088	-0.031
Si	-7.942	8.435	0.246	0.088	-0.077	0.734
Si	-4.747	-5.351	-1.985	-0.201	-0.036	0.709
Si	-0.545	-0.765	0.044	-0.139	0.014	0.532
Si	3.252	3.149	0.14	0.05	-0.001	0
Si	0.293	5.625	0.232	-0.126	-0.105	0.735
Si	2.41	7.927	0.155	0.184	0.182	0.78
Si	-0.651	-6.146	0.037	-0.122	0.056	0.513
Si	3.258	-2.19	0.085	0.007	0.029	0.003
Si	4.948	-0.443	0.274	-0.162	-0.304	0.567
Si	-7.599	3.423	-0.005	0.153	0.033	0.501
Si	4.895	5.01	0.06	-0.077	-0.273	0.56
Si	5.07	-4.753	-3.104	0.054	-0.061	0.152
Si	5.962	11.389	-0.101	0.052	0.218	0.504
Si	-8.664	-3.17	0.015	-0.01	-0.002	-0.016
Si	-4.906	0.503	0.205	-0.01	-0.036	0.038
Si	-3.189	2.159	0.093	-0.195	-0.024	0.652
Si	-5.823	5.076	0.05	0.067	0.017	-0.066
Si	-2.402	8.554	0.347	-0.054	-0.017	-0.01
Si	-5.673	-5.722	0.133	0.449	0.396	0.066
Si	-2.4	-2.32	0.183	-0.047	0	-0.086
Si	-1.363	1.193	1.23	0.011	0.017	-0.078
Si	1.49	4.049	1.458	-0.005	0.011	-0.074
Si	-1.337	6.798	1.457	-0.005	-0.044	-0.037
Si	1.211	9.502	1.378	-0.014	-0.003	-0.021
Si	-1.381	-4.169	1.248	-0.015	-0.048	0.012
Si	1.364	-1.412	1.314	0.012	0.009	-0.031
Si	4.071	1.373	1.468	-0.051	0.016	0.015
Si	6.807	4.141	1.241	-0.053	-0.03	-0.009
Si	4.043	6.771	1.394	0.003	-0.009	-0.056
Si	6.798	9.686	1.379	-0.049	0.012	-0.019
Si	4.185	12.299	1.246	0.013	-0.044	-0.056
Si	-9.572	-1.456	1.389	0.039	0.021	-0.069
Si	-6.748	1.529	1.275	-0.021	-0.015	-0.036
Si	-4.129	3.998	1.316	0.017	0.016	-0.078
Si	-6.782	6.77	1.408	-0.022	-0.019	-0.047
Si	-4.11	-6.765	1.554	-0.055	0.01	0.013
Si	-6.88	-4.077	1.311	0.006	0.035	-0.012
Si	-4.045	-1.281	1.454	-0.051	0.008	-0.032
Si	-2.654	-0.004	2.824	-0.034	-0.025	-0.038
Si	-0.001	2.628	2.608	-0.008	-0.003	0.022
Si	-2.751	5.38	2.666	-0.017	0.011	0.023
Si	-0.009	8.142	2.859	-0.009	-0.008	-0.013
Si	-2.752	-5.345	2.793	0.055	-0.007	-0.046
Si	0.069	-2.869	2.66	-0.043	0.02	-0.034
Si	2.593	0.051	2.742	0.024	-0.057	-0.022
Si	5.56	2.699	2.708	-0.006	0.036	-0.042
Si	2.746	5.452	2.855	-0.027	0.016	0.011
Si	5.436	8.209	2.646	-0.003	-0.027	0.019
Si	2.721	10.908	2.566	0.015	0.014	0.011
Si	5.431	-2.758	2.817	-0.021	-0.027	-0.026
Si	-8.135	0.04	2.563	-0.017	0.019	0.003
Si	-5.456	2.751	2.809	0.021	-0.002	-0.036
Si	-8.239	5.489	2.73	0.046	-0.019	-0.014
Si	-5.421	8.089	2.801	-0.014	0.015	0.022
Si	-8.154	-5.391	2.81	0.033	0.044	-0.011
Si	-5.491	-2.687	2.65	0.018	-0.069	0.008
Si	-1.289	-1.444	4.059	0.026	-0.005	-0.012
Si	1.291	1.37	4.123	-0.005	0.023	0.013
Si	-1.353	4.028	3.992	0	-0.034	0.051
Si	1.369	6.798	4.186	-0.013	-0.018	0.019
Si	-1.395	9.552	4.122	0.014	-0.033	-0.001
Si	1.417	12.191	4.07	-0.005	-0.028	0.027
Si	4.023	-1.338	4.06	-0.011	-0.012	-0.021
Si	6.867	1.329	4.057	0.012	-0.005	0.028
Si	4.16	4.054	4.089	-0.008	0.042	-0.029
Si	-9.553	6.867	4.076	0.009	0.008	0.023
Si	4.047	9.54	3.996	-0.016	0.005	0.001
Si	-9.517	12.251	4.174	0.016	0.011	0.006
Si	-6.82	-1.311	4.011	0.002	0.016	0.004
Si	-4.063	1.372	4.123	0.003	0.013	0.012
Si	-6.848	4.123	4.099	-0.011	0.005	-0.01
Si	-4.053	6.736	4.112	0.006	-0.002	0.001
Si	-6.799	-6.821	4.106	-0.008	0.007	-0.007
Si	-4.132	-4.002	4.092	-0.004	0.02	0.042
Si	-0.007	-0.041	5.46	-0.012	-0.009	0.002
Si	2.731	2.721	5.421	-0.016	-0.008	0.013
Si	-0.025	5.392	5.429	-0.019	-0.017	-0.004
Si	2.742	8.198	5.455	0.014	0.003	0.002
Si	0.021	10.874	5.447	0.009	0.014	0.009
Si	2.715	-2.72	5.441	0	0.007	0.003
Si	5.439	0.003	5.4	0.002	-0.001	-0.006
Si	-8.151	2.714	5.448	0.008	-0.027	0.018
Si	-10.864	5.461	5.447	0.002	-0.007	0
Si	-8.176	8.172	5.462	0.004	0.001	0.02
Si	-10.912	10.858	5.436	-0.021	-0.008	0.003
Si	-8.148	-2.668	5.443	0.018	0.038	0.007
Si	-5.444	-0.004	5.428	-0.005	-0.037	0.003
Si	-2.699	2.732	5.446	0.012	0.022	-0.017
Si	-5.46	5.439	5.466	0.013	-0.01	0.019
Si	-2.727	8.148	5.456	-0.004	0.003	0.009
Si	-5.445	-5.429	5.437	0.011	0.007	0.001
Si	-2.716	-2.703	5.445	-0.017	-0.006	0.002
Si	-1.345	1.362	12.235	0.012	0	0.003
Si	1.353	4.097	12.25	-0.022	0.012	-0.007
Si	-1.35	6.787	12.238	0.017	-0.027	-0.009
Si	1.351	9.523	12.238	-0.011	0.007	0.003
Si	-1.37	-4.086	12.243	-0.016	0.017	0
Si	1.372	-1.367	12.24	0.027	-0.019	-0.004
Si	4.079	1.38	12.24	-0.018	0.015	-0.004
Si	-9.518	4.079	12.247	0.021	-0.019	0.002
Si	4.075	6.794	12.244	0.01	-0.004	-0.004
Si	-9.543	9.524	12.248	-0.019	0.02	-0.008
Si	4.082	-4.093	12.24	0.014	-0.023	-0.011
Si	6.795	-1.35	12.226	-0.005	0.014	0.001
Si	-6.793	1.354	12.237	0.013	-0.028	-0.009
Si	-4.081	4.093	12.225	-0.003	0.02	-0.002
Si	-6.813	6.808	12.248	-0.007	0.018	-0.005
Si	-4.08	9.504	12.24	0.02	-0.016	-0.001
Si	-6.796	-4.084	12.231	0.009	-0.006	0.005
Si	-4.089	-1.351	12.238	-0.026	0.012	-0.012
Si	-2.711	0.006	13.587	-0.012	-0.006	-0.011
Si	-0.008	2.736	13.607	0.018	0.006	0.004
Si	-2.718	5.432	13.596	0.008	0.022	0.004
Si	0.007	8.153	13.597	-0.004	0	-0.004
Si	-2.723	-5.459	13.601	-0.01	-0.01	0
Si	0.016	-2.739	13.592	0	0	-0.003
Si	2.722	0.014	13.592	0.004	0.004	-0.003
Si	5.441	2.731	13.615	-0.009	-0.006	0.003
Si	2.715	5.454	13.62	-0.013	-0.005	-0.004
Si	5.413	8.16	13.613	0.004	0.006	-0.005
Si	2.719	10.866	13.602	0.013	0.023	-0.001
Si	5.443	-2.719	13.58	-0.005	-0.007	-0.011
Si	-8.163	-0.002	13.591	0.008	0.012	-0.004
Si	-5.433	2.731	13.58	0.002	-0.007	-0.009
Si	-8.176	5.452	13.611	-0.008	-0.002	0.007
Si	-5.44	8.15	13.611	-0.004	-0.013	0.008
Si	-8.162	-5.441	13.588	-0.006	-0.002	-0.006
Si	-5.449	-2.716	13.592	0.019	0.006	-0.002
Si	-1.342	-1.364	14.926	-0.006	-0.013	0.003
Si	1.367	1.384	14.95	-0.008	-0.001	-0.019
Si	-1.384	4.076	14.984	-0.026	-0.026	0.002
Si	1.379	6.838	14.99	0.033	0.032	0.017
Si	-1.356	-6.826	14.96	0.002	-0.012	-0.007
Si	1.368	-4.102	14.967	-0.006	-0.02	-0.001
Si	4.087	-1.357	14.931	-0.008	0.003	-0.015
Si	-9.51	1.359	14.957	0.014	0.002	-0.011
Si	4.081	4.101	14.978	0.002	0	0.004
Si	-9.552	6.807	14.976	-0.01	-0.007	-0.002
Si	4.035	9.491	14.992	-0.03	-0.05	0.009
Si	-9.504	-4.062	14.942	0.025	0.022	-0.009
Si	-6.826	-1.375	14.957	-0.018	-0.009	0.012
Si	-4.043	1.403	14.938	0.026	0.025	0.005
Si	-6.794	4.084	14.943	0.004	-0.008	-0.011
Si	-4.066	6.786	14.963	0.003	0.003	-0.014
Si	-6.824	9.505	14.953	-0.003	0.006	-0.009
Si	-4.094	-4.09	14.936	-0.004	0	-0.007
Si	-0.043	0.06	16.282	0.004	0.013	-0.025
Si	2.766	2.692	16.32	-0.022	-0.017	0.008
Si	-0.014	5.473	16.275	-0.013	0.018	0.003
Si	2.698	8.164	16.468	0.007	0.033	-0.023
Si	0.073	-5.549	16.324	0.019	-0.006	-0.038
Si	2.686	-2.666	16.286	-0.003	0.007	0.006
Si	5.5	-0.065	16.297	0.015	-0.012	-0.024
Si	-8.196	2.779	16.301	-0.007	-0.011	-0.012
Si	5.36	5.519	16.37	-0.02	-0.004	-0.022
Si	-8.146	8.112	16.325	0.004	-0.006	0.014
Si	5.443	10.877	16.236	0.021	0.019	-0.002
Si	-8.174	-2.728	16.376	0.01	0.009	-0.013
Si	-5.431	0.03	16.209	-0.006	0.021	-0.02
Si	-2.719	2.723	16.41	-0.016	-0.007	-0.026
Si	-5.376	5.37	16.312	0.022	-0.001	-0.02
Si	-2.755	-8.135	16.329	0.006	-0.028	-0.01
Si	-5.522	-5.392	16.29	-0.019	-0.014	-0.023
Si	-2.642	-2.799	16.255	-0.005	-0.011	0.004
Si	-1.347	1.358	17.769	0.022	-0.01	-0.006
Si	1.364	4.104	17.575	-0.004	0.008	0.057
Si	-1.373	6.814	17.66	0.021	0.033	0.026
Si	1.328	-6.836	17.896	-0.021	-0.019	0.021
Si	-1.268	-4.202	17.624	-0.058	0.033	0.03
Si	1.299	-1.269	17.624	0.023	-0.039	0.035
Si	4.173	1.281	17.633	-0.042	0.045	0.047
Si	-9.58	4.166	17.661	0.044	-0.038	0.026
Si	4.035	6.821	17.887	0.032	-0.042	0.012
Si	-9.543	9.515	17.6	-0.011	-0.036	0.066
Si	4.079	-4.065	17.539	-0.038	-0.009	0.058
Si	6.805	-1.382	17.776	-0.012	0.004	-0.001
Si	-6.784	1.401	17.564	0.051	-0.001	0.035
Si	-4.084	4.057	17.816	0.013	0.008	0.022
Si	-6.73	6.708	17.631	-0.051	0.038	0.03
Si	-4.17	-6.727	17.614	0.039	-0.026	0.034
Si	-6.858	-4.105	17.765	0.006	-0.018	-0.005
Si	-4.038	-1.374	17.453	-0.003	0.011	0.057
Si	-2.762	-0.113	18.969	0.001	-0.018	0.07
Si	0.083	2.787	19.022	-0.05	0.001	0.031
Si	-2.677	5.479	19.097	-0.002	-0.007	0.048
Si	-0.127	8.063	19.244	0.032	0.008	0.074
Si	-2.728	-5.475	18.988	0.009	-0.022	-0.021
Si	0.022	-2.736	18.95	0.051	-0.036	0.005
Si	2.737	0.012	19.005	-0.03	-0.033	-0.006
Si	5.457	2.714	19.001	0.051	-0.034	0.006
Si	2.573	5.386	19.14	-0.023	0.032	0.077
Si	5.484	8.265	19.133	-0.041	-0.009	0.041
Si	2.785	-5.322	19.031	-0.008	-0.009	-0.004
Si	5.366	-2.8	19.045	0.018	0.026	0.076
Si	-8.08	0.068	18.989	-0.035	0.01	0.089
Si	-5.506	2.654	19.118	-0.022	0.006	0.053
Si	-8.132	5.435	19.035	-0.007	-0.047	0.003
Si	-5.468	-8.149	18.965	0.047	-0.011	-0.017
Si	-8.281	-5.503	19.097	-0.016	0.016	0.072
Si	-5.362	-2.663	18.878	-0.027	0.011	0.066
Si	-1.847	-1.958	20.137	-0.176	-0.04	-0.521
Si	1.915	1.88	20.193	0.025	0.012	-0.003
Si	-0.982	4.4	20.382	0.218	0.337	-0.44
Si	0.763	6.219	20.524	-0.035	0.005	-0.071
Si	-2.025	-7.291	20.356	-0.015	-0.194	-0.609
Si	1.851	-3.504	20.238	0.017	0.057	-0.007
Si	3.606	-1.81	20.25	-0.231	-0.168	-0.496
Si	-9.023	1.844	20.224	0.191	0.278	-0.693
Si	3.621	3.558	20.227	-0.152	-0.065	-0.565
Si	-8.955	7.306	20.219	0.021	0.049	-0.016
Si	4.488	-6.263	20.378	-0.038	0.032	0.003
Si	6.237	-4.564	20.378	-0.038	-0.041	-0.024
Si	-6.252	-0.894	20.122	0.169	0.205	-0.629
Si	-4.534	0.789	20.22	-0.025	-0.006	0.001
Si	-7.317	3.615	20.35	-0.137	-0.177	-0.615
Si	-3.724	7.262	20.253	0.309	0.205	-0.585
Si	-6.569	-5.723	22.774	-0.049	-0.042	-0.109
Si	-3.608	-3.604	20.111	-0.011	0.039	0.014
Si	3.727	7.647	-7.307	0.009	0.099	0.067
Si	3.805	-0.55	23.07	0.019	-0.036	-0.163
Si	2.464	-0.127	-6.552	-0.019	-0.099	-0.025
Si	-2.577	3.542	22.984	-0.025	-0.114	-0.163
Si	-10.421	-6.948	23.974	-0.03	0.104	-0.089
Si	-7.061	4.852	23.307	-0.09	-0.105	-0.241
Si	1.237	2.854	24.961	0.076	-0.079	0.082
Si	1.313	5.183	-4.905	-0.049	0.054	-0.053
Si	-9.836	0.907	23.197	-0.004	-0.044	-0.108
Si	-5.757	-1.448	23.059	0.005	0.032	-0.21
Si	1.783	2.489	-8.196	0.044	0.037	0.092
Si	-10.157	0.143	-2.566	0.058	-0.107	0.081
Si	-3.168	-8.026	-1.816	0.213	0.047	0.642
Si	-7.639	-3.491	-7.14	-0.068	0.036	0.038
Si	4.101	3.972	-4.392	0.076	-0.02	0.005
Si	-1.482	-5.593	22.887	-0.124	-0.024	-0.117
Si	1.317	1.197	22.313	0.252	0.234	-0.612
Si	4.366	5.06	22.753	-0.1	-0.113	-0.034
Si	-6.61	0.346	-8.312	0.004	-0.036	-0.051
Si	3.895	-2.39	-8.144	-0.102	0.093	0.034
Si	-1.165	-0.499	22.705	-0.087	-0.188	-0.141
Si	-3.966	0.911	22.496	-0.193	-0.091	-0.691
Si	-3.021	1.896	-5.352	-0.061	0.024	0.102
Si	-7.255	-7.303	20.261	-0.153	-0.085	-0.501
Si	-7.082	-6.274	-3.851	0.044	-0.023	0.054
Si	-2.916	-2.423	-8.749	0.015	-0.058	0.004
Si	-7.639	3.218	-5.427	0.079	-0.072	-0.015
Si	4.044	4.721	-8.059	-0.082	-0.026	-0.089
Si	-0.493	-7.364	-2.798	-0.028	0.063	0.172
Si	-0.672	3.371	-6.557	-0.045	0.01	-0.048
Si	3.309	-6.572	22.428	0.415	0.081	-0.662
Si	-7.983	-2.15	-2.007	-0.315	-0.229	0.646
Si	-5.155	-1.806	-6.67	-0.02	0.028	-0.118
Si	2.413	8.165	-2.731	0.084	0.031	0.123
Si	1.857	7.002	22.493	-0.416	-0.247	-0.479
Si	1.283	-4.227	22.372	0.163	0.265	-0.569
Si	-7.858	-6.512	-8.134	0.056	0.051	-0.066
Si	-8.852	7.693	-2.549	-0.036	0.148	-0.047
Si	0.36	-2.242	24.664	0.059	-0.073	-0.116
Si	0.117	4.176	-2.449	0.01	0.03	0.117
Si	-10.532	2.76	-6.618	-0.026	0.006	0.039
Si	-4.837	5.645	-2.068	-0.403	-0.231	0.588
Si	0.812	7.471	-6.93	-0.1	-0.106	0.048
Si	-7.957	2.081	-2.655	0.036	0.155	-0.021
Si	2.006	-4.29	-6.674	-0.099	0.033	0.111
Si	-0.932	-4.081	-7.094	0.13	0.064	-0.03
Si	-4.236	6.182	23.168	-0.115	0.015	-0.143
Si	-9.185	-4.346	22.548	-0.386	-0.067	-0.597
Si	-0.028	-2.197	-2.59	-0.106	0.107	0.225
Si	-8.515	-1.8	24.207	0.067	-0.085	-0.098
Si	-9.342	6.773	22.424	0.101	0.234	-0.587
Si	-4.03	-3.963	22.362	0.011	0.242	-0.654
Si	2.815	-2.773	-2.154	0.246	0.225	0.73
Si	-9.615	0.862	-8.649	0.053	0.046	0.024
Si	-1.363	1.344	6.802	-0.021	-0.031	0
Si	1.364	4.067	6.793	0.007	0.014	0
Si	-1.363	6.779	6.798	-0.003	-0.003	0.006
Si	1.365	9.525	6.82	-0.011	-0.009	0.001
Si	-1.356	-4.08	6.793	0.007	-0.008	0.003
Si	1.364	-1.372	6.819	-0.006	0.002	0.008
Si	4.085	1.358	6.781	0.002	-0.014	-0.001
Si	-9.513	4.085	6.8	0.007	0.011	0.002
Si	4.089	6.813	6.804	-0.008	0.007	-0.001
Si	-9.544	9.521	6.813	-0.002	-0.007	0.007
Si	4.073	-4.081	6.801	0.006	0.005	0.001
Si	-9.53	-1.337	6.796	-0.002	-0.008	0
Si	-6.791	1.358	6.804	0.015	0.019	0.007
Si	-4.078	4.079	6.805	-0.014	-0.003	-0.002
Si	-6.81	6.81	6.817	0.005	0.007	0.003
Si	-4.09	-6.797	6.801	-0.009	-0.005	0.004
Si	-6.8	-4.061	6.793	0.005	0.011	-0.005
Si	-4.079	-1.35	6.801	0.014	0.016	0.013
Si	-2.728	0.005	8.17	-0.02	0.028	0.014
Si	0.01	2.702	8.154	0.006	-0.015	-0.007
Si	-2.729	5.442	8.167	-0.02	0.005	0.001
Si	0.002	8.145	8.155	0.025	-0.011	0.009
Si	-2.713	-5.446	8.154	0.013	-0.011	0.001
Si	-0.009	-2.722	8.17	-0.008	0.015	-0.002
Si	2.733	-0.001	8.157	0.01	-0.015	0.004
Si	-10.887	2.728	8.15	-0.015	0.011	0.003
Si	2.714	5.448	8.148	-0.011	0.022	0.006
Si	-10.88	8.155	8.181	0.006	-0.012	0.002
Si	2.715	-5.43	8.175	-0.009	-0.002	-0.011
Si	-10.877	-2.717	8.152	0.015	0.001	0.001
Si	-8.166	0.012	8.16	-0.011	0	-0.008
Si	-5.432	2.716	8.165	0.024	-0.016	0.005
Si	-8.16	5.437	8.171	0.017	-0.011	0.003
Si	-5.451	-8.146	8.168	-0.014	0.013	0.012
Si	-8.171	-5.424	8.149	-0.008	0.02	0.004
Si	-5.432	-2.721	8.159	0.01	-0.024	-0.004
Si	-1.365	-1.358	9.527	-0.003	-0.003	-0.005
Si	1.371	1.356	9.523	0.005	0.003	0.007
Si	-1.356	4.073	9.507	0.004	-0.002	0.003
Si	1.362	6.799	9.52	-0.006	-0.002	0.006
Si	-1.36	9.508	9.515	-0.011	-0.003	-0.003
Si	1.352	-4.077	9.532	-0.001	0.002	0.003
Si	4.086	-1.36	9.519	-0.007	-0.003	0
Si	-9.524	1.375	9.517	0.016	0.001	0.005
Si	-12.247	4.087	9.513	-0.003	-0.008	-0.002
Si	-9.519	6.796	9.534	-0.004	-0.002	0.004
Si	-12.247	9.519	9.525	0.007	0.005	0.006
Si	-9.523	-4.073	9.519	-0.005	-0.005	0.002
Si	-6.803	-1.36	9.51	0.002	0.006	0.002
Si	-4.077	1.365	9.53	-0.006	-0.008	0.005
Si	-6.797	4.078	9.524	0.003	0.004	-0.007
Si	-4.088	6.807	9.521	0.007	0.005	0.01
Si	-6.815	-6.787	9.52	0	-0.008	-0.001
Si	-4.074	-4.085	9.518	0.004	0.011	0.001
Si	0.011	-0.005	10.88	-0.01	-0.003	-0.001
Si	2.714	2.735	10.884	0.004	0.005	0.001
Si	0.001	5.435	10.869	0.01	0.007	-0.009
Si	2.715	8.159	10.887	-0.005	-0.001	-0.009
Si	-0.01	10.877	10.879	0.009	-0.01	-0.006
Si	2.728	-2.723	10.881	0	0.009	-0.001
Si	5.436	0.015	10.875	0.003	-0.009	-0.006
Si	-8.158	2.721	10.885	0	0.008	0.001
Si	-10.884	5.435	10.885	-0.005	0	-0.002
Si	-8.171	8.17	10.889	0.002	0.001	0.004
Si	-10.883	10.88	10.873	0.003	0.001	-0.007
Si	-8.16	-2.717	10.877	0.004	-0.003	-0.007
Si	-5.444	-0.001	10.871	0.005	0.008	-0.005
Si	-2.712	2.724	10.881	-0.012	-0.012	-0.002
Si	-5.45	5.452	10.881	0.002	-0.01	-0.006
Si	-2.716	8.151	10.883	-0.001	0	0.001
Si	-5.435	-5.445	10.877	-0.003	0.007	-0.006
Si	-2.726	-2.72	10.886	0.008	0.001	0
O	0.03	-7.49	-6.574	0.299	0.199	-0.234
O	1.384	6.725	-0.297	0.169	0.091	-0.172
O	-4.325	7.187	-2.067	-0.122	0.365	-0.185
O	-3.759	-6.598	-2.331	0.056	-0.02	-0.566
O	5.384	0.19	-1.165	-0.425	0.304	-0.198
O	-2.846	2.348	-1.504	0.156	-0.377	-0.31
O	-8.851	7.803	-0.947	-0.331	-0.146	0.075
O	2.884	-7.671	-1.245	0.403	0.409	-0.113
O	4.813	-5.834	-4.289	0.48	-0.048	-0.131
O	-8.268	-2.628	-8.354	0.17	0.341	-0.077
O	-6.778	-6.882	-0.338	0.086	0.04	-0.48
O	-5.087	0.154	-3.219	-0.275	0.391	-0.456
O	5.104	5.202	-4.046	0.298	-0.046	-0.608
O	2.326	0.072	22.913	0.09	-0.148	0.145
O	2.489	-5.224	22.838	0.088	0.248	0.298
O	-8.187	-5.312	-4.512	0.024	-0.179	-0.556
O	0.595	-4.545	-7.457	0.135	-0.37	-0.298
O	1.171	6.851	23.965	-0.314	0.364	0.361
O	-0.126	-5.013	22.233	-0.074	-0.103	-0.331
O	-1.939	-6.821	21.935	-0.128	-0.184	0.177
O	3.664	3.298	-3.001	0.189	-0.122	0.248
O	1.233	-3.14	-2.205	-0.059	-0.54	0.429
O	-3.189	-1.553	-3.022	0.203	0.288	0.063
O	1.678	-3.209	-5.498	0.434	0.113	0.272
O	-4.593	-2.588	23.051	0.337	0.085	0.462
O	-1.438	-1.752	21.723	-0.162	-0.064	0.393
O	-3.46	2.777	-4.066	-0.294	-0.029	-0.056
O	2.748	3.754	-7.91	-0.171	0.096	0.266
O	-3.518	4.73	-2.263	-0.035	0.268	0.091
O	-9.014	2.8	-6.12	0.146	-0.191	-0.239
O	3.283	6.231	22.545	0.313	0.104	-0.074
O	-3.518	-7.06	-8.198	-0.123	0.53	0.135
O	3.815	-1.478	24.387	0.404	-0.472	-0.037
O	4.138	-1.458	21.774	0.518	-0.131	0.199
O	-0.093	6.51	-7.865	0.075	0.165	-0.527
O	-4.363	6.837	21.703	-0.325	0.069	0.26
O	3.895	6.047	-7.142	-0.053	-0.14	0.396
O	3.556	-1.158	-7.155	0.652	0.063	0.178
O	3.34	6.864	-3.049	-0.296	-0.227	-0.358
O	-6.512	-1.533	-1.676	0.221	-0.332	0.119
O	-8.095	6.087	23.19	-0.055	0.375	0.302
O	0.803	7.993	-2.745	-0.12	-0.319	0.181
O	5.106	5.594	-1.46	0.505	-0.119	-0.008
O	-10.87	-2.832	-8.064	0.109	-0.579	0.494
O	-1.507	2.213	-5.815	0.103	-0.304	0.389
O	-7.669	-5.06	-7.47	0.065	-0.044	0.157
O	-8.095	6.329	-2.926	-0.043	-0.378	0.405
O	2.822	0.927	-2.472	-0.085	-0.457	0.516
O	-1.577	3.584	21.701	0.222	-0.211	0.099
O	4.363	4.559	24.287	0.176	-0.678	0.023
O	-0.505	-1.012	24.076	0.103	0.241	0.509
O	-0.333	4.854	-1.056	-0.499	-0.167	-0.087
O	0.896	5.265	-3.348	0.12	0.675	0.197
O	-4.825	4.079	-8.388	0.187	0.501	0.065
O	4.717	8.062	-8.498	-0.285	-0.194	-0.43
O	-1.166	-6.138	24.355	0.568	-0.224	0.072
O	-7.316	2.335	-4.109	0.333	-0.279	-0.03
O	-6.565	-1.419	21.65	-0.451	-0.103	0.161
O	1.16	2.342	23.437	0.102	0.238	0.163
O	0.275	2.737	-7.688	-0.162	-0.098	-0.411
O	-5.103	0.032	23.298	-0.23	0.232	0.307
O	-9.774	-5.548	23.484	-0.192	-0.06	0.007
O	-1.574	-5.353	-6.337	-0.414	0.006	0.05
O	-3.834	2.505	22.843	-0.223	0.257	-0.149
O	2.78	4.562	-5.091	0.165	0.183	-0.222
O	-2.613	-4.434	23.008	0.108	0.165	0.312
O	-0.396	-6.248	-1.604	0.372	0.521	-0.418
O	-2.714	6.783	-7.852	-0.415	-0.039	-0.435
O	3.013	-3.674	-7.762	0.127	-0.378	-0.4
O	2.194	-7.747	22.238	-0.418	0.263	-0.2
O	-1.304	-3.201	-2.545	-0.042	-0.387	-0.012
O	-6.886	-1.834	24.15	0.096	-0.091	0.646
O	4.086	-7.818	-5.966	0.493	-0.042	0.106
O	-6.083	-3.104	-6.922	0.329	-0.485	0.178
O	3.689	-4.018	-2.707	-0.111	-0.512	-0.292
O	-7.007	4.005	21.92	-0.033	-0.113	0.128
O	-10.516	5.657	22.385	0.079	-0.316	-0.354
O	4.022	3.803	21.811	0.187	-0.268	0.424
O	-1.689	4.466	-7.177	-0.319	-0.118	0.435
O	-6.818	-7.021	21.839	0.135	-0.293	0.22
O	2.637	-7.052	-3.87	-0.513	0.414	-0.12
O	-2.548	0.27	22.952	0.077	-0.053	0.241
O	4.309	-6.935	23.655	-0.136	-0.186	0.338
O	-5.624	5.506	23.625	-0.077	0.151	0.513
O	-4.797	-1.695	-5.103	-0.281	-0.242	0.259
O	-0.124	0.514	22.004	-0.246	-0.11	-0.358
O	-9.736	8.145	23.183	-0.032	0.145	-0.004
O	-6.88	-6.052	24.32	0.048	-0.435	0.226
O	-1.881	-3.612	-8.321	0.304	-0.207	-0.413
O	-10.644	-5.346	-1.698	0.226	-0.281	-0.279
O	-10.395	7.551	-3.046	-0.178	0.256	-0.38
O	-6.099	-5.45	-2.876	-0.168	0.468	-0.244
O	1.102	-3.066	23.488	0.128	0.22	-0.007
O	-4.823	7.7	-6.556	-0.046	-0.352	0.084
O	1.01	-0.856	-6.472	-0.352	0.116	-0.181
O	-6.905	7.011	-5.203	-0.09	0	-0.047
O	0.987	4.439	24.889	-0.325	0.074	-0.15
O	-1.247	3.679	-3.134	0.173	-0.005	-0.653
O	-1.799	7.993	-2.644	0.132	-0.531	-0.245
O	-9.032	-0.404	23.638	0.333	0.009	-0.056
O	2.866	0.314	-5.056	0.201	0.58	-0.106
O	2.17	7.903	-7.692	-0.196	0.425	-0.515
O	-3.733	7.33	24.176	-0.095	0.558	-0.192
O	-6.044	-0.512	-7.077	-0.109	0.177	0.637
O	-7.481	3.865	24.517	0.084	0.043	0.396
O	-1.75	3.117	24.284	0.12	-0.251	-0.158
O	-8.111	0.871	-8.046	-0.079	0.279	0.235
O	-5.064	-5.191	22.606	0.252	-0.42	0.199
O	-0.181	-0.923	-1.573	0.015	0.288	-0.332
O	0.174	-1.546	-4.051	0.099	0.69	-0.19
O	-8.532	-3.132	-5.83	-0.136	0.394	0.119
O	-3.125	0.331	-4.952	0.504	-0.122	-0.459
O	-3.91	-3.996	-2.31	0.014	0.141	-0.232
O	-9.064	-1.039	-2.512	-0.029	0.084	-0.361
O	-10.638	1.401	-7.51	-0.395	-0.211	0.024
O	-5.742	5.399	-3.396	0.254	-0.351	-0.206
O	5.055	-0.035	-3.717	-0.001	0.223	-0.491
O	-9.273	-2.948	23.351	-0.178	0.268	0.173
O	3.031	-1.552	-3.184	0.138	-0.159	-0.091
O	-2.461	-7.762	-5.865	-0.163	-0.26	0.294
O	4.892	0.635	23.234	-0.212	0.478	0.174
O	-3.76	-1.877	-7.481	0.225	0.271	0.128
O	-5.657	1.638	-8.492	0.386	-0.052	-0.638
O	-3.117	5.034	23.16	0.129	0.044	0.367
O	-0.667	-6.604	-4.213	0.003	0.368	-0.076
O	-9.417	2.1	24.184	-0.409	0.169	-0.024
O	-7.935	3.334	-1.631	-0.022	0.344	-0.269
O	-3.973	2.272	-6.59	0.224	-0.046	-0.331
O	-6.107	-6.874	-4.991	0.519	0.148	0.123
O	1.199	6.647	-5.581	0.077	0.263	0.263
O	1.1	2.904	-2.248	-0.424	-0.15	-0.19
O	5.405	3.989	-7.59	0.29	0.362	-0.321
O	-9.423	1.325	21.71	-0.157	0.097	0.34
O	-9.472	1.574	-2.837	-0.259	0.375	-0.041
O	-6.425	3.137	-6.466	0.008	-0.013	0.212
O	-10.196	-3.711	-3.771	-0.112	0.295	-0.239
O	-7.207	-7.671	-7.232	-0.026	-0.483	-0.302
O	4.79	2.858	-5.345	-0.205	-0.542	0.199
O	-7.135	0.942	-1.896	-0.187	0.104	0.245
O	-7.994	-7.403	-3.14	-0.162	0.096	-0.103
O	-9.441	-6.775	-8.292	-0.335	0.148	0.249
O	0.283	4.141	-5.539	-0.064	-0.02	0.274
O	-7.84	4.712	-4.92	-0.433	0.156	0.259
O	2.718	-5.575	-6.015	-0.094	-0.151	-0.142
O	-7.586	-4.561	22.297	0.114	0.429	-0.53
O	-0.823	-2.771	-6.138	-0.571	0.39	-0.044
O	2.386	1.176	-7.481	0.182	-0.057	-0.214
O	-7.729	-3.08	-3.299	0.551	-0.14	-0.076

Results
total energy: -103412.291 eV
total energy less fixed offsets of O -438.25, Si -107.07 eV per atom: -6.091 eV
